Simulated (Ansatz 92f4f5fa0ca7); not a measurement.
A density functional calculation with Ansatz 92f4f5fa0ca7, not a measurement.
Periodic cell of 224 atoms, Si134O86N4, from a study of silicon, its oxide and their interface. The atomic structure is a simulated model.
This geometry differs little from another in the collection (a relaxation step or a small displacement).

Settings
functional: r2SCAN
potential files: Ansatz PAW
basis: plane waves
wave-function cutoff: 800 eV
density cutoff ratio: 5
exchange-correlation grid ratio: 1
k mesh: 1 x 1 x 1, shifted by 0.5 0.5 0 of a step
self-consistency stop: 1e-10 eV per atom in the density residual
occupations: fixed
spin: none
net charge: 0

Cell vectors (angstrom)
a  10.88  0  0
b  0  10.88  0
c  0  0  31.6662

Atoms: element, x, y, z (angstrom)
Si  0.3131  -0.5021  -0.0533
Si  2.4862  3.101  -0.4433
Si  0.209  5.2707  -0.1466
Si  2.6704  8.3122  0.2281
Si  5.8735  -0.4371  -0.094
Si  8.0227  2.6929  0.2573
Si  4.8671  6.1487  -0.2748
Si  8.1198  8.5224  0.0007
Si  1.4244  1.3773  0.9463
Si  3.9815  4.2791  1.0344
Si  1.3315  6.7568  1.3269
Si  4.2145  9.5675  1.4488
Si  6.6352  1.296  1.3909
Si  9.5509  4.1267  1.2471
Si  6.6685  7.0017  1.1229
Si  9.6568  9.4413  1.4692
Si  0.0462  2.6684  2.4918
Si  2.7654  0.1533  2.5433
Si  0.0518  8.0745  2.7756
Si  2.6791  5.3902  2.6387
Si  5.3133  2.8581  2.5152
Si  8.1447  -0.046  2.6685
Si  5.4424  8.1333  2.7683
Si  8.1058  5.55  2.476
Si  1.3288  4.0163  3.9567
Si  4.0445  1.4883  3.9665
Si  1.4387  9.5705  3.9308
Si  4.05  6.741  4.01
Si  6.782  4.138  3.8595
Si  9.5363  1.3658  3.9164
Si  6.8224  9.5033  4.0641
Si  9.4625  6.7698  4.0064
Si  0.016  0.0002  5.2877
Si  2.6903  2.7441  5.3749
Si  -0.0304  5.3945  5.3145
Si  2.7369  8.1801  5.3178
Si  5.428  0.0597  5.3025
Si  8.1573  2.7526  5.2344
Si  5.4484  5.4179  5.3296
Si  8.1742  8.1475  5.3969
Si  1.3511  1.3428  6.6837
Si  4.0851  4.0822  6.7015
Si  1.3495  6.8054  6.6489
Si  4.0998  9.5273  6.6652
Si  6.8229  1.3968  6.6475
Si  9.5003  4.049  6.67
Si  6.7917  6.7843  6.6989
Si  9.5587  9.5281  6.6882
Si  -0.0063  2.7005  8.0313
Si  2.7216  -0.0231  8.0167
Si  0.0144  8.1535  8.0454
Si  2.7317  5.4677  8.0292
Si  5.4525  2.7204  8.0387
Si  8.1821  0.0175  8.0171
Si  5.4481  8.1652  8.0387
Si  8.1482  5.4112  8.023
Si  1.3673  4.0817  9.3584
Si  4.0981  1.3186  9.3573
Si  1.3931  9.506  9.4039
Si  4.1158  6.7894  9.4149
Si  6.7922  4.0903  9.41
Si  9.5448  1.3434  9.4111
Si  6.8105  9.5352  9.3737
Si  9.5008  6.7779  9.3562
Si  0.0358  -0.0226  10.7791
Si  2.7475  2.6946  10.6753
Si  -0.0139  5.4328  10.7058
Si  2.7829  8.1665  10.7511
Si  5.4556  -0.0014  10.76
Si  8.1583  2.718  10.7203
Si  5.4638  5.4356  10.8319
Si  8.1238  8.1183  10.7061
Si  1.4333  1.3876  12.0962
Si  4.1062  3.9645  12.0955
Si  1.3846  6.7873  12.0119
Si  4.1442  9.5021  12.1541
Si  6.8158  1.3826  12.0974
Si  9.4924  4.0823  12.0654
Si  6.8123  6.8437  12.2105
Si  9.5017  9.4339  12.032
Si  -0.02  2.7299  13.3887
Si  2.8341  0.0439  13.4721
Si  0.0303  8.124  13.3788
Si  2.6775  5.3408  13.3145
Si  5.4987  2.6838  13.5725
Si  8.1521  -0.0629  13.3513
Si  5.465  8.2149  13.6648
Si  8.2228  5.4475  13.5138
Si  1.1198  4.2534  14.7308
Si  4.4321  1.0592  14.929
Si  1.1399  9.7906  14.5809
Si  4.1797  6.4797  14.647
Si  6.5822  4.3823  14.8271
Si  9.7214  1.0912  14.5971
Si  6.7707  9.7954  14.96
Si  9.8652  6.5558  14.7974
Si  -1.9648  0.1743  27.2545
Si  -1.9467  8.5529  17.0505
Si  2.171  7.0137  19.3529
Si  10.4838  0.3064  21.3448
Si  9.0824  12.6324  17.5218
Si  5.0291  7.4119  19.3474
Si  7.7624  11.5035  19.869
Si  3.7568  1.7976  21.2077
Si  -0.2186  -4.5896  21.2309
Si  -4.7099  3.1428  20.2849
Si  -5.193  2.9782  23.0928
Si  1.0498  1.1829  18.6853
Si  7.9004  -2.4653  24.3982
Si  12.4318  3.8733  22.208
Si  0.9391  0.9855  26.5953
Si  5.3259  -1.8301  25.4845
Si  -0.2496  -8.7212  23.9553
Si  14.1072  -8.6196  28.1598
Si  3.6412  16.5516  17.4004
Si  11.986  9.3136  17.4481
Si  4.4644  -2.2708  29.5869
Si  7.5126  4.2808  17.8723
Si  7.8016  -8.6486  25.1854
Si  10.61  -2.1226  23.0875
Si  6.7526  -6.4873  29.8821
Si  -1.429  -2.9335  26.772
Si  8.0498  -4.0388  19.3689
Si  15.8873  -0.8949  20.3904
Si  14.8182  5.3293  23.6445
Si  13.7551  2.8586  16.9917
Si  1.2986  -1.9739  25.8019
Si  8.6311  -10.6455  30.2165
Si  -1.7492  6.4654  29.5089
Si  3.3263  -0.6238  27.4414
Si  5.9515  -7.2424  27.3485
Si  5.3409  -2.8337  22.9139
Si  5.1271  6.1906  28.4057
Si  3.646  6.8235  26.196
O  -2.184  1.7626  -0.9027
O  1.5401  -1.5443  -0.4743
O  1.2728  4.1645  -0.6942
O  3.0231  2.7814  29.6925
N  1.8138  -0.5089  26.5946
O  -0.3508  5.9787  30.157
O  9.2469  2.7364  24.6093
N  3.8388  7.5225  -0.8558
O  3.6395  -4.6339  27.7167
O  5.1169  -3.3657  26.0033
O  6.8715  3.7085  31.3231
O  5.055  -0.8816  30.1981
O  5.9776  5.2758  27.3541
O  8.646  7.7476  30.3407
O  0.074  5.4103  15.2648
O  1.7085  3.4372  16.0187
O  3.697  1.6634  16.2627
O  0.7694  3.3236  23.5084
O  1.7005  9.1241  15.9592
O  0.023  10.9174  15.0367
O  3.3113  6.4995  16.0444
O  5.4442  5.5225  15.0294
O  6.9974  4.0512  16.3665
O  4.9163  6.4719  18.0251
O  10.3524  -1.5794  17.3512
O  7.7605  9.3543  16.2197
O  5.6079  10.8819  15.4359
O  8.7004  14.0989  18.0493
O  9.2771  7.2467  16.1513
O  0.8187  -1.8288  24.2583
O  4.8659  -1.8549  19.0711
O  -0.5512  1.2744  22.6326
O  -0.2543  1.5986  17.8707
O  8.1509  11.5376  18.2892
O  9.1874  17.3107  20.4938
O  7.4088  2.1157  20.342
O  8.915  12.49  15.9264
O  3.82  11.0867  20.7284
O  10.6034  7.1963  22.5959
O  8.1083  11.7602  26.0317
O  -1.7573  -1.7115  23.6343
O  4.5712  12.7716  22.6161
O  0.9223  6.9614  20.3301
O  -2.4818  8.1993  18.5457
O  6.956  -7.6825  26.1757
O  -5.7332  8.8719  21.5574
O  10.9923  -1.1487  21.848
O  -4.5082  4.079  19.0044
O  3.6077  7.1059  20.1381
O  3.3518  -5.1897  25.104
O  11.4301  -9.5835  25.0576
O  3.9179  -6.7942  17.2121
O  15.8679  -6.7463  23.9746
O  -4.6622  3.791  21.7743
O  17.4882  3.2196  28.7744
O  1.8356  2.1788  27.2822
O  5.5712  7.7365  28.7506
O  4.6203  -4.2753  22.924
O  -6.2074  -1.8326  24.0047
N  7.5315  -11.6889  31.0972
O  0.6231  0.9261  20.2372
O  3.6542  0.7166  28.2688
O  15.4872  -0.7776  26.446
O  6.9158  -3.117  23.2782
O  11.251  4.7613  21.4524
O  12.4933  -0.1717  18.0544
O  13.2289  5.7223  18.387
O  -1.9002  -12.2988  27.0478
O  -4.061  2.1363  23.8887
O  4.6787  2.5341  20.0903
O  6.4457  -0.2122  20.2041
O  2.1948  2.3068  18.3742
O  13.6205  -6.0177  22.6707
O  6.5205  -3.8458  19.9618
O  11.0381  -2.8343  26.544
O  -0.4783  0.8209  27.3696
N  5.3571  -5.4912  29.9028
O  3.3112  -1.8245  28.5345
O  2.3382  -8.2535  21.421
O  15.286  -7.7974  27.363
O  -2.2493  -3.4647  25.4631
O  8.0947  -5.1459  18.1942
O  9.0269  0.0814  20.6919
O  12.7059  8.234  18.3755
O  9.2372  -3.9747  27.9709
O  8.0962  5.2419  29.6095
O  -0.7009  -11.1916  30.3156
O  13.4928  -2.8743  25.9263
O  17.7823  -1.5187  25.2804
O  8.1742  0.3694  28.6731

Results
free energy: -136306.081 eV
free energy less fixed offsets of N -386.36, O -570.45, Si -639.56 eV per atom: -0.901 eV

Forces (eV/angstrom), in the order of the atoms: element, x, y, z
Si  0.0018  0.0055  0.04
Si  0.0164  -0.0152  0.034
Si  -0.0088  0.0312  0.0105
Si  0.0032  -0.0046  0.0183
Si  0.0086  0.0004  0.0229
Si  0.0023  0.0058  0.023
Si  0.0068  0.0154  0.0381
Si  -0.0312  0.0161  0.0121
Si  -0.0034  0.0024  -0.0083
Si  -0.0022  -0.0089  -0.0055
Si  0.0039  0.0025  -0.0014
Si  -0.0078  -0.001  0.0055
Si  0.0168  -0.0066  0.0037
Si  -0.0045  0  -0.0027
Si  -0.0025  0.0082  -0.0195
Si  0.0006  0.0014  0.0104
Si  -0.0094  -0.0068  0.0065
Si  0.0114  0.0035  0.0072
Si  -0.0012  0.0046  -0.0004
Si  0.0042  0.0096  0.0109
Si  0.0037  0.0065  0.0009
Si  -0.0213  -0.0117  -0.0083
Si  -0.0129  -0.0157  0.0118
Si  0.0097  0.0042  0.006
Si  -0.0034  0.0002  0.0059
Si  -0.0085  -0.0012  0
Si  -0.0001  -0.0071  -0.0057
Si  0.011  -0.0043  -0.001
Si  -0.0059  -0.0013  -0.0029
Si  0.0051  0.0086  -0.0058
Si  0.0047  0.0041  -0.0031
Si  0.0026  -0.0023  -0.0046
Si  -0.0027  -0.0014  -0.0015
Si  0.0019  0.0044  0.0016
Si  -0.0005  -0.0003  -0.0005
Si  0.0013  0.0029  0.0009
Si  0.0038  -0.0012  -0.0038
Si  -0.001  -0.0004  0.0012
Si  -0.0058  0.0039  -0.0021
Si  -0.0056  0.0001  0.0014
Si  0.0016  0.0019  -0.0007
Si  0.0015  -0.0031  0.0019
Si  -0.0008  0.0009  0.0005
Si  -0.0056  -0.0029  -0.0007
Si  -0.0001  0.0005  0.001
Si  0.0002  0.0017  -0.0016
Si  0.0051  -0.0005  -0.0005
Si  -0.0008  -0.0024  -0.0001
Si  -0.0026  -0.0037  0.0001
Si  -0.0008  -0.0018  0.0002
Si  -0.001  0.0017  -0.0011
Si  0.0037  0.0003  -0.0019
Si  -0.0051  0.0044  -0.0013
Si  0.0032  -0.0001  -0.0022
Si  0.0022  0.0005  -0.0001
Si  -0.0035  0.0014  0.0021
Si  -0.0017  0.0069  0.0021
Si  0.0063  -0.0036  0.0004
Si  0.0007  -0.0078  0.003
Si  -0.0081  0.003  0.0002
Si  0.0031  -0.0084  -0.0013
Si  -0.0012  0.0026  0.0027
Si  0.0028  0.0006  0.0008
Si  0.0031  0.0013  0.0017
Si  -0.0009  -0.0041  0.0042
Si  0.003  -0.0007  -0.0072
Si  0.0026  -0.0095  0.0132
Si  -0.0002  0.0004  0.0085
Si  -0.0117  0.0041  0.0094
Si  -0.0011  0.0014  0.0072
Si  0.0047  0.0055  -0.0068
Si  -0.0017  0.0031  0.0014
Si  -0.0122  -0.0024  -0.0022
Si  -0.0126  -0.009  -0.0049
Si  0.0053  0.0059  -0.0054
Si  0.0006  -0.0033  -0.0015
Si  0.0166  0.0014  -0.0075
Si  0.001  -0.0021  -0.0005
Si  0.0018  0.0007  0.0031
Si  0.0038  0.0055  -0.0011
Si  -0.0044  0.0057  0.0019
Si  0.0042  -0.0053  0.001
Si  0.003  -0.0054  0.0077
Si  -0.0165  0.0026  0.0014
Si  0.0013  -0.0019  0.0125
Si  -0.0049  0.0026  0.0074
Si  -0.0123  -0.0072  0.0014
Si  -0.0023  -0.0078  0.0068
Si  -0.0149  0.0022  -0.0463
Si  0.008  0.0027  -0.0346
Si  -0.0067  0.0058  -0.0421
Si  0.0205  0.0667  0.0093
Si  0.0666  0.0065  -0.0346
Si  0.0089  0.0021  -0.0522
Si  -0.0043  -0.0004  -0.0521
Si  0.0086  -0.0083  -0.0533
Si  -0.0048  -0.0041  0.0325
Si  -0.0075  -0.0027  -0.0416
Si  0.0012  0.0053  -0.0223
Si  -0.0002  0  -0.0185
Si  0.0033  -0.0015  -0.0372
Si  -0.0031  -0.0072  -0.0182
Si  0.0025  -0.0009  -0.022
Si  0.0066  -0.0026  -0.0152
Si  -0.0015  0.0087  -0.0168
Si  0.003  -0.0021  -0.0244
Si  0.0056  -0.0009  0.0009
Si  -0.0005  -0.0044  -0.0309
Si  0.0034  -0.0014  0.0148
Si  -0.0025  0.0003  -0.0036
Si  0.0073  -0.0049  0.0209
Si  -0.0071  0.0031  0.021
Si  -0.0011  -0.0074  0.0157
Si  0.0001  0.0008  0.0368
Si  -0.0015  0.0068  -0.0445
Si  -0.0059  -0.0015  -0.0335
Si  0.0029  -0.0022  0.0511
Si  0.0025  -0.0065  -0.0389
Si  -0.0008  -0.002  0.021
Si  0.0042  -0.001  0.003
Si  0.004  0.0019  0.0324
Si  -0.0007  -0.0035  0.0305
Si  -0.0049  0.0045  -0.0305
Si  0.0048  -0.0052  -0.0185
Si  0.0028  0.0045  0.0101
Si  -0.0064  -0.006  -0.0384
Si  0.001  0.0052  0.0194
Si  -0.0078  -0.013  0.0527
Si  0.0032  0.0162  0.0377
Si  0.002  -0.0054  0.0254
Si  -0.001  0.0013  0.0267
Si  0.0002  0.0053  -0.0045
Si  0.0068  -0.0047  0.0501
Si  0.0003  -0.0012  0.0253
O  0.0018  0.0052  -0.0105
O  0  0.0036  -0.0242
O  0.0034  -0.0046  0.0116
O  -0.0031  0.0006  -0.0438
N  -0.0054  0.0009  -0.0107
O  -0.0011  -0.0082  -0.0283
O  0.0049  0.005  -0.0054
N  0.0043  -0.0002  -0.0359
O  -0.0046  0.0007  -0.02
O  0.0054  0.0014  -0.0081
O  -0.0122  0.0132  -0.0096
O  -0.0008  -0.0121  -0.032
O  0.0003  0.0013  -0.018
O  0.0044  -0.0297  -0.0125
O  0.0143  0.0039  0.0379
O  0.0085  -0.0088  0.0183
O  -0.008  0.0058  0.0266
O  0.0028  0.0075  0.0005
O  0.002  -0.002  0.027
O  -0.0024  -0.0052  0.0305
O  -0.0005  -0.0133  0.0271
O  -0.0465  -0.0553  -0.0239
O  -0.0293  0.0157  0.0483
O  0.0032  0.0036  0.0184
O  -0.0031  0.006  0.0144
O  0.008  -0.0048  0.0332
O  -0.0009  0.0065  0.0197
O  0.0016  -0.0019  0.0104
O  -0.0048  0.0057  0.0282
O  -0.0033  -0.0011  -0.0113
O  -0.0005  0.005  0.0063
O  -0.0008  0.0049  0.0019
O  0.0083  -0.0012  0.0128
O  -0.005  -0.002  0.0169
O  0.0077  -0.0065  0.0107
O  -0.0013  0.0039  0.007
O  -0.0025  0.0004  0.0369
O  -0.0054  0.006  0.0048
O  -0.0006  -0.0009  0.0043
O  -0.0059  0.004  -0.014
O  0.0002  0.0012  -0.0023
O  -0.0004  -0.0025  0.0049
O  -0.007  -0.0019  0.0108
O  -0.0018  -0.0049  0.0206
O  0.0097  -0.0036  -0.0148
O  0.0008  -0.0031  0.0022
O  0.0025  -0.0018  0.0008
O  -0.0081  -0.0035  0.0191
O  0.0023  0.0036  0.0109
O  -0.0013  -0.0064  -0.0117
O  -0.0013  0.003  -0.0143
O  0.0119  0.0002  0.016
O  -0.0011  0.0003  0.0015
O  0.0007  0.002  0.0069
O  -0.0007  -0.003  -0.0171
O  -0.0101  -0.0002  -0.0148
O  0.004  -0.0026  -0.0271
O  -0.0029  -0.0034  -0.0008
O  0.0011  0.0009  -0.0073
N  0.0118  0.0111  -0.0214
O  -0.0013  0.0004  0.0205
O  -0.0017  -0.0009  -0.0068
O  0.0098  -0.0021  -0.0151
O  -0.0001  -0.0044  -0.0018
O  0.0026  -0.008  0.0039
O  0.0025  0.007  0.0151
O  -0.0057  -0.0024  0.0168
O  -0.0008  -0.0047  -0.0088
O  -0.003  -0.0016  -0.0088
O  -0.0028  0.0015  0.0057
O  -0.0024  -0.0025  0.0075
O  -0.005  -0.0026  0.0201
O  -0.0008  -0.0004  -0.0041
O  0.0004  -0.001  0.0101
O  0.0061  0  -0.0056
O  0.0084  0.002  -0.0109
N  -0.0031  -0.0038  -0.0366
O  -0.0076  0.0072  -0.0217
O  -0.0036  0.0002  0.0043
O  0.0017  -0.0028  -0.0123
O  -0.006  -0.0034  -0.0131
O  0.0049  0.0055  0.0078
O  0.0047  -0.0022  0.0075
O  0.0032  -0.0096  0.0104
O  0.0007  0.01  -0.0238
O  -0.0019  -0.0063  -0.0141
O  0.0061  -0.0002  -0.0203
O  -0.0001  -0.0002  -0.0063
O  0.0073  0.0015  -0.0052
O  0.001  0.0026  -0.0294

The program warned: the cutoff lies below the one the program advises for these potential files; empty levels may hold ghost states of the PAW files; the exchange-correlation potential is rough where the density is thin.
